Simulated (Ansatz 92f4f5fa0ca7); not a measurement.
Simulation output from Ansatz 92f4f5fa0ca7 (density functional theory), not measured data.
Periodic cell of 206 atoms, Si117O89, from a study of silicon, its oxide and their interface. The atomic structure is a simulated model.

Settings
functional: r2SCAN
potential files: Ansatz norm-conserving
basis: plane waves
wave-function cutoff: 1300 eV
density cutoff ratio: 4
exchange-correlation grid ratio: 1
k mesh: 2 x 2 x 1, shifted by 0.5 0.5 0.5 of a step
self-consistency stop: 5e-08 eV per atom in the density residual
occupations: Fermi-Dirac, 0.05 eV
spin: none
net charge: 0

Cell vectors (angstrom)
a  11.5403  0  0
b  0  11.5403  0
c  -2.6291  -1.6074  27.9164

Atoms and the computed forces on them: element, x, y, z (angstrom), force x, y, z (eV/angstrom)
Si  -0.8213  5.8863  -2.2497  0.0945  0.1606  -0.3294
Si  -0.5565  10.0759  -0.1621  0.2208  0.9015  -0.4025
Si  -0.1456  3.1076  -1.386  -0.1861  -0.1121  -0.3492
Si  4.2244  8.1242  -1.0382  -0.2054  0.0184  0.0522
Si  3.3484  10.8417  0.123  -0.5355  -0.0514  -0.6688
Si  3.274  13.9446  -0.4498  0.7454  -0.2866  -0.7713
Si  8.6006  8.9468  2.4344  0.0355  -0.0404  0.0159
Si  6.9658  7.5841  -1.9267  -0.1954  0.1594  -0.3672
Si  8.6619  3.7995  -1.9344  0.0214  -0.1208  -0.3171
Si  1.4646  7.0989  1.3546  0.0263  -0.1184  0.0279
Si  1.2315  10.8001  1.2966  0.007  -0.1608  -0.2631
Si  1.5308  3.0441  1.085  -0.7545  -0.1253  0.1409
Si  4.8557  5.2576  2.4261  -0.2057  0.2141  -0.0184
Si  5.2929  10.9116  1.3941  0.892  -0.0729  -0.6933
Si  5.4632  3.2176  1.4412  -0.6862  -0.3454  -0.2914
Si  8.7551  7.1688  0.8315  -0.6402  -0.1102  -0.3608
Si  10.9786  7.7233  0.1768  0.3715  -0.2102  -0.7863
Si  7.7482  3.3561  1.0388  0.5946  0.072  -0.6589
Si  1.1178  8.9467  2.7153  0.1053  0.1908  0.3155
Si  1.1578  12.7875  2.5352  0.1006  -0.1455  0.3685
Si  1.1598  5.0343  2.4321  0.0993  0.0844  0.1174
Si  4.8588  8.9353  2.5502  0.0826  -0.2596  0.1889
Si  5.0647  12.8083  2.719  -0.0686  0.2794  0.0722
Si  3.9873  7.1759  1.1196  0.1435  -0.0572  0.0712
Si  8.3771  10.93  1.1984  -0.0737  -0.0125  -1.0042
Si  8.6706  12.983  2.3073  -0.022  -0.1014  -0.1189
Si  8.5971  5.2255  2.2343  0.1168  0.0293  0.1424
Si  -0.9775  8.9604  3.7943  0.0283  -0.1678  0.0523
Si  -0.9338  12.8714  3.7185  0.0435  0.058  -0.0614
Si  -0.9461  5.1015  3.6346  0.0261  0.044  -0.0872
Si  3.051  8.9971  4.0069  -0.1743  0.0958  0.1124
Si  3.0552  12.7725  3.9172  -0.0789  0.0638  -0.0053
Si  3.0229  5.1098  3.8785  -0.0779  -0.0404  -0.0696
Si  6.8065  8.9082  3.9401  -0.2127  -0.0397  0.004
Si  6.9962  12.8449  3.9912  0.1484  0.1355  0.1468
Si  6.8152  5.2865  3.8299  -0.0704  -0.0537  0.0046
Si  -0.9247  7.0112  5.1271  0.0306  0.0003  -0.1678
Si  -0.9655  10.9128  5.1283  0.0148  0.0709  -0.036
Si  -0.9437  3.2399  5.115  0.0214  -0.0631  0.0463
Si  3.0352  7.0242  5.2609  0.0677  0.0166  0.0082
Si  3.0407  10.9039  5.2956  -0.0595  -0.0818  0.0391
Si  3.0491  3.1924  5.1966  0.0011  0.0164  0.0796
Si  6.8544  7.0606  5.374  0.0374  0.0429  0.0349
Si  6.894  10.8789  5.2961  -0.0612  -0.0005  -0.0714
Si  6.8818  3.3064  5.244  -0.0555  -0.1016  -0.0255
Si  1.0242  7.0244  6.4543  -0.0359  0.0021  0.0195
Si  1.0029  10.8702  6.4352  0.0754  0.0999  0.0774
Si  1.0376  3.1967  6.3958  0.1213  0.0192  0.0178
Si  4.9069  7.0521  6.7077  -0.1355  -0.0425  0.0715
Si  4.9484  10.9402  6.6253  0.0028  -0.028  0.0083
Si  4.9393  3.1938  6.5936  0.0317  0.1045  -0.0741
Si  8.8175  7.059  6.6927  -0.0282  -0.0757  0.0464
Si  8.7838  10.8429  6.7086  -0.0494  0.0508  0.2271
Si  8.7809  3.3264  6.6805  -0.0218  -0.0513  0.255
Si  0.9872  8.9558  7.8026  -0.0746  -0.0389  -0.1925
Si  1.0615  12.8068  7.7381  -0.3193  -0.1176  -0.2305
Si  1.0316  5.0888  7.7618  -0.0405  0.1277  -0.3214
Si  4.9206  9.0617  8.0038  -0.1419  0.2836  -0.1521
Si  4.8105  12.8342  7.9957  0.1378  -0.0065  0.1455
Si  4.9625  5.0635  7.9926  -0.0642  -0.3394  -0.1553
Si  8.8019  8.9023  8.1962  -0.1039  0.0239  -0.1633
Si  8.7163  12.852  8.0091  -0.165  -0.0409  -0.3066
Si  8.8349  5.2497  8.2031  0.0159  0.0486  -0.0419
Si  -0.6944  9.0797  9.4417  0.3421  -0.0808  0.456
Si  -0.7725  12.8409  9.1452  0.3757  0.1234  -0.0541
Si  -0.597  5.1635  9.4215  0.3029  0.1321  0.1254
Si  2.8658  9.0738  9.1855  0.2678  -0.2277  -0.1726
Si  2.7983  12.7754  9.319  -0.0271  0.1296  0.1682
Si  2.9045  5.0502  9.1235  0.2795  0.0282  -0.2098
Si  6.7507  8.9427  9.4929  -0.066  -0.0949  -0.1578
Si  6.7197  1.2886  9.3463  -0.2074  0.0281  -0.1446
Si  6.7849  5.2169  9.5006  -0.1093  -0.0455  -0.0954
Si  0.8292  6.7929  10.8435  -0.0084  0.0789  0.7719
Si  -0.3048  11.0599  10.6134  -0.3265  0.1202  -0.1486
Si  9.0626  2.5327  11.6124  0.4299  0.4752  0.6141
Si  3.2445  7.0493  10.2758  -0.5278  0.0274  -0.1524
Si  2.2589  10.8484  10.683  0.4288  -0.0481  0.3967
Si  2.1787  3.226  10.4937  0.3263  -0.0062  0.4432
Si  5.7641  7.0821  10.7108  0.1783  0.0162  0.8789
Si  6.9782  10.9309  10.7245  -0.4126  -0.1169  0.2607
Si  6.9307  3.1972  10.6904  -0.4483  0.1733  0.126
Si  0.0786  6.3589  13.6849  0.0382  0.0368  -0.0305
Si  9.0973  11.6235  11.6715  0.3056  -0.3316  0.816
Si  -0.3434  3.1396  10.5292  -0.2426  -0.1245  0.0316
Si  7.2251  7.118  13.4505  0.0126  0.0354  0.1171
Si  4.5239  11.2302  12.7655  0.0368  -0.1101  0.1835
Si  4.3838  2.8654  12.6001  -0.1253  0.3212  0.0121
Si  10.7149  8.5374  15.2033  -0.1645  0.1403  0.0386
Si  2.9011  9.6835  18.9706  -0.1876  0.1712  0.146
Si  9.1387  4.8067  13.568  0.1089  -0.2226  0.2243
Si  6.4253  5.6098  18.4617  0.2798  -0.0217  -0.025
Si  4.4629  3.1566  18.3526  0.0184  -0.0796  -0.1217
Si  5.7557  -0.1107  15.5135  0.2992  0.105  0.2293
Si  3.816  7.1065  17.8718  0.1464  0.0152  -0.191
Si  2.4225  4.8978  19.5174  0.0968  0.0193  0.1849
Si  7.3769  5.2765  15.7534  -0.0631  -0.1779  0.1528
Si  -0.0833  6.3772  16.6297  -0.173  -0.1344  0.07
Si  8.3292  -1.5248  14.3082  0.1165  0.1425  0.391
Si  -1.9126  8.6121  24.7985  -0.0562  -0.0167  -0.143
Si  0.4843  10.076  23.8123  0.0875  0.0094  -0.0066
Si  3.4084  -1.3127  23.5824  0.154  0.2574  0.0772
Si  -1.9902  2.7045  20.6341  0.0243  -0.1199  0.0554
Si  -0.215  3.5327  23.0311  -0.0423  0.0983  0.1575
Si  8.5283  5.4681  20.6154  -0.1005  0.2615  0.2103
Si  1.7394  8.5114  16.7127  -0.1801  0.0496  -0.2561
Si  7.3309  0.373  20.9129  -0.0156  -0.1701  0.0627
Si  7.421  9.8392  23.0775  -0.0535  -0.0932  0.0382
Si  -0.5672  1.1091  24.7789  -0.0495  -0.0251  -0.3485
Si  5.6681  0.6564  23.4112  -0.2027  -0.1002  0.1424
Si  10.8635  4.6031  18.9607  -0.1427  0.0471  -0.1016
Si  5.2479  11.6461  18.6157  0.1419  -0.0246  -0.0115
Si  1.8841  8.8781  21.5173  -0.0899  0.6233  0.0346
Si  5.1577  2.9921  15.4766  0.1825  0.0253  0.138
Si  2.0023  5.0317  24.4206  -0.1052  -0.0362  -0.0025
Si  9.3131  5.807  23.3909  0.0637  0.0081  -0.0521
Si  2.8466  6.7882  22.0167  0.1209  -0.3375  0.202
Si  5.1586  -3.7037  23.709  0.0973  0.3244  -0.0127
O  5.7535  8.5652  -1.41  0.1115  -0.2343  -0.0741
O  -0.5314  7.2046  -1.3908  -0.1306  -0.0764  0.0158
O  4.7357  2.9619  -0.0243  0.0191  -0.0178  0.3086
O  -1.6806  2.7478  -1.6491  0.0249  0.2873  0.095
O  3.6724  7.1312  -2.2404  0.3446  0.1778  -0.1493
O  0.1486  2.8253  0.168  0.2029  0.243  -0.2291
O  7.7635  7.1561  -0.5693  0.5295  0.0252  0.7023
O  9.4799  10.8041  -0.072  0.1401  -0.3431  0.7095
O  6.8142  10.9111  0.5958  -0.4131  -0.0107  0.7665
O  -0.2193  8.0768  10.7291  0.1765  -0.1303  -0.5756
O  1.1171  6.4853  12.4568  -0.4007  -0.0842  -0.0611
O  -0.7395  7.7853  13.755  0.0633  -0.2828  0.2875
O  8.8791  11.0504  13.2109  -0.1194  0.2404  -0.3456
O  8.2885  6.0143  12.8562  -0.0422  -0.0612  0.1289
O  3.1493  10.6168  12.1164  -0.1339  0.2202  -0.4718
O  3.0033  3.394  11.9289  0.142  -0.1951  -0.2113
O  7.8201  8.6216  13.6429  -0.0804  -0.1956  -0.0528
O  6.0248  7.1775  12.3644  0.0494  -0.0438  -0.4545
O  5.8679  10.7381  11.9802  0.1632  0.1309  -0.1447
O  8.8413  3.2967  13.0866  -0.0239  0.014  -0.2285
O  0.88  7.3571  17.5272  0.0615  0.0609  -0.2948
O  -4.3466  5.9832  19.8412  0.076  -0.1779  -0.1227
O  1.3426  3.7751  23.5636  -0.1102  0.239  0.0529
O  9.8851  5.6753  19.7221  -0.0161  -0.3378  -0.0216
O  0.0003  10.3628  -1.6826  -0.1454  -0.2615  0.1157
O  0.7202  2.1795  -2.396  0.0655  0.3004  0.2608
O  8.8537  9.5128  23.7046  0.0588  -0.0855  0.1882
O  0.5565  9.2703  22.3941  0.2816  0.0574  0.095
O  -2.336  5.3332  -2.0557  0.1106  -0.1245  0.1669
O  -1.8812  7.0698  24.3165  -0.0998  0.0719  0.0259
O  1.9991  -1.236  24.3811  -0.1032  -0.1434  -0.2067
O  6.2587  1.1148  21.9431  0.155  -0.2507  0.0607
O  -0.6532  2.8164  21.6114  -0.2069  0.1591  -0.0285
O  7.1873  -0.8192  15.2169  -0.1156  -0.0086  -0.2739
O  8.6281  6.3063  22.004  0.1097  -0.2955  -0.1018
O  -0.8461  5.0251  23.0417  -0.085  -0.2033  0.0187
O  2.1276  9.8544  17.5422  0.2101  -0.377  0.1715
O  5.3995  -0.4393  17.0748  -0.0557  0.1305  0.0342
O  4.1567  3.1792  16.746  0.249  0.004  0.1209
O  -3.0784  3.8751  20.9983  0.2272  0.065  -0.1906
O  6.3768  4.0286  15.59  -0.0776  0.1  0.0009
O  0.8239  4.6851  19.5687  0.0405  0.0122  -0.057
O  4.427  1.2709  12.5335  -0.0421  -0.1162  -0.0331
O  9.6334  9.7219  15.2541  -0.0399  -0.2327  -0.3273
O  3.1937  7.7318  16.4668  -0.2206  0.0833  0.5263
O  3.7047  8.2645  19.006  -0.1374  0.0427  -0.221
O  0.6693  6.0437  15.1888  -0.2911  0.1764  0.0522
O  5.8367  1.5123  15.4022  -0.2672  -0.0414  -0.0452
O  3.9699  10.8623  19.2527  -0.0653  -0.1334  -0.1306
O  -1.3297  7.3759  16.2581  0.5015  0.0516  -0.2233
O  3.3613  9.5136  -0.9  0.1335  0.1559  0.2681
O  5.3232  6.784  24.9514  -0.1876  -0.1601  0.142
O  7.59  5.5358  17.3309  -0.2944  -0.0224  -0.0865
O  6.5562  -3.0911  23.1297  -0.1495  0.0775  0.1376
O  4.3964  7.1183  22.4618  -0.2816  -0.0172  0.0575
O  10.9951  5.0376  17.3948  0.141  0.1713  0.1756
O  5.6683  4.1947  18.6882  -0.161  0.1229  -0.066
O  8.6884  1.3014  20.6808  -0.0805  0.1575  0.0381
O  10.6934  5.0974  13.2786  -0.1769  0.1459  0.1028
O  2.88  5.5979  20.9099  -0.0496  -0.0591  -0.1983
O  -1.3485  3.1116  19.1613  0.0104  0.2936  0.2533
O  8.8237  4.8579  15.1596  -0.1213  0.2406  -0.3615
O  5.7318  3.4024  11.8597  0.2303  -0.1631  -0.1559
O  2.9474  5.8044  18.2798  0.0537  0.0313  0.0871
O  3.1348  9.793  22.0532  -0.2738  -0.3429  0.0925
O  3.1576  3.4679  19.2685  0.0813  0.2548  -0.1048
O  -0.1456  0.028  23.6442  0.0413  -0.0003  0.3576
O  4.316  -2.4388  24.3053  -0.0277  -0.1565  -0.2094
O  5.3834  6.7058  17.8643  -0.2102  -0.1511  0.0872
O  6.6455  10.9957  23.9298  -0.073  0.0633  -0.2846
O  3.2536  12.3062  -0.6355  -0.1612  0.3951  0.0819
O  6.6178  -0.0345  19.498  -0.1792  0.1152  0.0449
O  4.3137  3.3283  14.1472  0.1726  -0.1179  -0.2378
O  2.091  6.2677  23.3674  0.1756  -0.0488  -0.0745
O  6.1302  6.4115  -2.8006  0.0788  0.2991  0.156
O  1.677  9.496  20.0285  0.3443  -0.0887  -0.079
O  0.7241  9.0171  15.5294  0.0027  -0.3338  0.2668
O  0.1417  4.6831  -1.7213  -0.1736  -0.1453  0.1382
O  7.7022  3.617  -0.6432  0.0293  -0.0874  0.5489
O  8.159  3.4729  -3.439  0.1689  -0.0332  0.2678
O  4.9442  1.675  18.6948  -0.0524  0.022  -0.0643
O  8.3433  4.7274  24.1278  0.0555  -0.0122  0.3152
O  -0.4044  9.1994  24.8312  -0.0274  0.0594  0.0194
O  0.5304  1.3722  25.9369  -0.2372  -0.1528  0.2872
O  4.6857  10.9066  14.379  0.0378  0.1122  -0.442
O  -0.8811  2.5264  24.0917  0.0704  -0.128  0.0303
O  4.1411  0.1097  23.4093  0.2076  -0.1887  0.0244
O  6.7745  6.5535  14.921  0.2796  -0.0813  -0.2202
O  7.6979  -1.0715  21.5966  -0.1462  0.263  0.1159

Results
free energy: -55081.027 eV
free energy less fixed offsets of O -463.61, Si -117.95 eV per atom: -19.587 eV
pressure: -1.96 GPa
stress xx, yy, zz, yz, xz, xy (GPa, positive in tension): 3.1, 1.33, 1.47, -0.05, 0.13, 0.49
